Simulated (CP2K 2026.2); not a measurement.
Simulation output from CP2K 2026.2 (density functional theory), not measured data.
Periodic cell of 504 atoms, Si360O144, from a study of silicon, its oxide and their interface. The atomic structure is a simulated model.
Doubt: the forces sum to 1.03 eV/angstrom along one axis rather than to zero, so they err by at least 0.0020 eV/angstrom per atom on average; the grid cutoff is modest.

Settings
functional: PBE
method: Gaussian and plane waves
basis set: DZVP-MOLOPT-SR-GTH
pseudopotentials: GTH-PBE
grid cutoff: 350 Ry, relative cutoff 50 Ry
k points: Gamma only
occupations: fixed
spin: none
net charge: 0

Cell vectors (angstrom)
a	16.32	0	0
b	0	16.32	0
c	5.6298	-6.1656	33.1743

Atoms and the computed forces on them: element, x, y, z (angstrom), force x, y, z (eV/angstrom)
Si	1.108	15.246	0.159	0.234	-0.304	0.667
Si	3.927	1.434	0.191	0.228	-0.135	0.754
Si	7.471	-2.366	33.024	-0.409	0.311	0.637
Si	3.905	7.104	0.256	0.232	-0.312	0.637
Si	1.56	9.295	0.2	-0.233	0.3	0.638
Si	4.395	11.974	0.001	-0.231	0.177	0.71
Si	12.7	8.596	33.138	-0.221	0.15	0.739
Si	9.282	1.482	0.317	0.167	-0.046	0.724
Si	7.058	3.664	0.037	-0.184	0.292	0.71
Si	15.294	0.412	33.167	-0.162	0.23	0.752
Si	6.582	9.707	0.114	0.263	-0.093	0.743
Si	9.292	12.538	0.052	0.067	-0.152	0.719
Si	12.522	14.822	0.105	-0.247	0.075	0.726
Si	15.089	1.13	0.04	-0.175	0.409	0.611
Si	17.507	-1.843	33.131	0.228	-0.141	0.738
Si	20.4	0.873	33.134	0.073	-0.157	0.627
Si	12.53	9.222	0.064	-0.107	0.06	0.742
Si	14.736	12.563	0.056	0.096	-0.215	0.702
Si	2.71	-0.036	1.484	0.006	0.015	-0.051
Si	5.483	2.642	1.442	-0.016	0.001	-0.052
Si	2.785	5.375	1.343	-0.014	-0.01	-0.034
Si	5.474	8.219	1.524	0.022	0.031	-0.052
Si	2.747	10.935	1.36	0.03	-0.001	-0.059
Si	5.483	13.604	1.294	0.017	0.002	-0.067
Si	8.08	-0.066	1.508	-0.001	-0.043	-0.032
Si	10.881	2.752	1.417	0.006	0.027	-0.051
Si	8.095	5.404	1.285	0.024	-0.005	-0.05
Si	10.882	8.113	1.326	0.008	0.006	-0.046
Si	8.172	10.916	1.347	-0.004	0.036	-0.049
Si	10.886	13.657	1.347	0.016	-0.005	-0.034
Si	13.601	0.041	1.473	0.011	-0.009	-0.048
Si	16.347	2.813	1.126	0.049	-0.027	-0.038
Si	13.567	5.432	1.212	-0.024	0.015	-0.075
Si	16.261	8.147	1.402	-0.015	-0.016	-0.026
Si	13.639	10.877	1.31	-0.018	0.002	-0.033
Si	16.318	13.617	1.419	-0.018	0.023	-0.076
Si	1.314	1.438	2.674	-0.04	0.025	0.038
Si	4.134	4.066	2.748	-0.005	0.008	0.018
Si	1.34	6.73	2.681	0.041	0.03	0.015
Si	4.063	9.581	2.8	-0.005	0.019	0.044
Si	1.373	12.25	2.73	-0.009	-0.017	0.007
Si	4.1	14.894	2.73	0.033	-0.002	-0.001
Si	6.746	1.284	2.852	0.005	0.014	0.023
Si	9.468	4.094	2.736	-0.018	-0.007	0.033
Si	6.824	6.767	2.734	0.029	-0.008	0.007
Si	9.543	9.522	2.666	0.008	0.004	-0.006
Si	6.809	12.259	2.733	-0.01	-0.011	0.033
Si	9.556	14.966	2.781	-0.003	-0.001	0.031
Si	12.234	1.403	2.769	-0.029	-0.013	0.001
Si	14.97	4.097	2.573	0.01	-0.004	-0.008
Si	12.238	6.756	2.688	-0.019	-0.022	0.028
Si	14.965	9.558	2.744	-0.004	-0.013	0.02
Si	12.227	12.221	2.671	0.006	-0.004	0.027
Si	14.976	14.988	2.796	0.014	0.003	0.046
Si	16.335	0.061	4.095	0.01	-0.012	0.007
Si	2.71	2.729	4.07	0.006	-0.018	-0.014
Si	16.289	5.415	4.039	-0.007	-0.008	0.001
Si	2.691	8.135	4.056	0	0.004	-0.005
Si	16.34	10.886	4.095	0.009	-0.008	0.007
Si	2.728	13.584	4.104	-0.006	0.002	0.003
Si	5.385	-0.06	4.157	0.004	-0.013	0.017
Si	8.147	2.701	4.111	0.014	0.011	-0.008
Si	5.458	5.44	4.108	-0.006	-0.017	0.016
Si	8.195	8.157	4.052	-0.004	0.001	-0.006
Si	5.45	10.918	4.125	0	-0.001	-0.003
Si	8.179	13.592	4.107	-0.021	0.002	-0.014
Si	10.888	0.028	4.122	-0.012	-0.001	0.007
Si	13.648	2.759	4.038	0.023	0.007	0
Si	10.868	5.436	4.08	0.008	-0.005	-0.023
Si	13.583	8.157	4.049	-0.01	-0.003	-0.01
Si	10.885	10.87	4.059	-0.003	0.015	-0.006
Si	13.584	13.584	4.069	0.003	0.006	-0.01
Si	17.663	-1.358	16.289	0.006	-0.016	-0.012
Si	4.093	1.382	16.334	0.002	0.01	-0.004
Si	17.688	4.049	16.303	-0.015	0.002	-0.011
Si	4.083	6.791	16.291	0.008	-0.008	-0.002
Si	17.659	9.518	16.33	-0.005	-0.009	-0.006
Si	4.088	12.277	16.247	-0.011	-0.003	-0.017
Si	6.809	-1.343	16.328	0.013	-0.008	-0.001
Si	9.55	1.354	16.297	-0.005	-0.001	-0.009
Si	6.795	4.097	16.3	0	0.001	-0.007
Si	9.519	6.78	16.353	-0.005	0.005	-0.009
Si	6.845	9.525	16.28	-0.001	0	-0.006
Si	9.506	12.253	16.324	0.006	0.007	-0.013
Si	12.222	-1.384	16.365	-0.005	-0.007	-0.006
Si	14.948	1.354	16.34	0.015	-0.008	-0.01
Si	12.246	4.083	16.37	0.004	0.003	-0.006
Si	14.95	6.794	16.312	-0.003	-0.01	-0.003
Si	12.221	9.503	16.299	-0.009	0.008	-0.01
Si	14.952	12.229	16.326	0.005	-0.001	-0.014
Si	19.048	-0.027	17.638	-0.003	0.005	-0.027
Si	5.438	2.787	17.69	-0.002	-0.014	0.001
Si	19.046	5.415	17.643	-0.004	-0.015	0.003
Si	5.497	8.14	17.593	-0.007	0.01	0.007
Si	19.05	10.939	17.59	0.003	-0.004	0.005
Si	5.423	-2.714	17.655	-0.006	0.005	0.006
Si	8.214	0.006	17.663	-0.011	-0.002	0.006
Si	10.877	2.693	17.702	0.012	-0.012	-0.008
Si	8.143	5.41	17.708	-0.017	-0.002	0.013
Si	10.883	8.158	17.692	0.02	-0.009	0.01
Si	8.147	10.907	17.685	-0.007	-0.015	0
Si	10.844	-2.744	17.737	-0.014	-0.006	0.014
Si	13.575	0.002	17.706	0	-0.002	-0.015
Si	16.353	2.684	17.684	-0.001	0.012	-0.004
Si	13.612	5.467	17.72	-0.01	-0.014	0.015
Si	16.291	8.136	17.693	0.01	0.013	-0.019
Si	13.59	10.835	17.654	0.004	0.014	-0.02
Si	16.291	-2.688	17.665	-0.008	0	0
Si	17.708	1.276	19.032	-0.031	0.013	-0.02
Si	4.039	4.109	19.093	0.022	-0.008	-0.019
Si	17.715	6.784	18.99	-0.007	-0.008	0.006
Si	4.193	9.608	18.839	0.023	0.029	-0.047
Si	17.685	12.28	18.968	0.035	-0.002	-0.043
Si	4.078	-1.354	19.021	-0.007	-0.011	-0.006
Si	6.88	1.435	18.952	0.025	0.013	-0.037
Si	9.516	4.037	19.061	-0.033	0.015	-0.006
Si	6.739	6.756	19.047	-0.013	-0.007	-0.012
Si	9.483	9.507	19.021	0.001	0.017	-0.02
Si	6.768	12.275	19.04	0.019	-0.023	-0.027
Si	9.5	-1.348	19.118	-0.005	0.013	-0.037
Si	12.213	1.337	19.094	-0.007	-0.008	-0.004
Si	15.023	4.083	19.019	0	0.014	-0.028
Si	12.25	6.846	19.105	0.029	0.008	-0.059
Si	14.893	9.468	19.056	-0.016	-0.027	-0.016
Si	12.216	12.136	19.026	-0.019	0.002	-0.025
Si	14.924	-1.351	19.066	0.032	-0.016	-0.015
Si	16.33	-0.021	20.445	-0.006	-0.015	0.047
Si	19.076	2.603	20.402	0.027	0	0.044
Si	16.44	5.408	20.408	-0.013	-0.003	0.054
Si	19.152	8.259	20.093	0.02	0.007	0.036
Si	16.292	10.871	20.254	0	0.011	0.041
Si	19.025	-2.69	20.394	0.005	0.016	0.067
Si	5.516	0.057	20.213	0.019	0.012	0.062
Si	8.164	2.729	20.476	-0.014	-0.01	0.051
Si	5.327	5.513	20.515	-0.002	0.02	0.032
Si	8.097	8.147	20.344	-0.005	-0.009	0.046
Si	5.444	10.895	20.378	-0.016	-0.005	0.056
Si	8.051	-2.7	20.456	0.011	0.012	0.045
Si	10.882	0.004	20.532	-0.005	-0.012	0.068
Si	13.616	2.724	20.352	0.035	0.015	0.074
Si	10.841	5.432	20.374	0	0.016	0.061
Si	13.608	8.18	20.587	-0.012	-0.005	0.057
Si	10.878	10.769	20.428	0.002	-0.02	0.028
Si	13.529	-2.77	20.346	-0.011	-0.002	0.039
Si	17.391	-1.677	21.758	0.328	0.36	-0.59
Si	4.448	1.533	21.654	-0.284	-0.131	-0.738
Si	17.508	3.716	21.689	0.168	0.285	-0.676
Si	4.229	7.297	21.694	-0.042	-0.307	-0.68
Si	17.952	9.749	21.385	-0.144	-0.056	-0.684
Si	3.795	11.996	21.643	0.249	0.149	-0.667
Si	6.919	-1.033	21.716	-0.084	-0.277	-0.685
Si	9.249	1.109	21.842	0.203	0.196	-0.711
Si	6.53	3.898	21.724	0.181	0.227	-0.735
Si	9.572	6.925	21.671	-0.191	-0.201	-0.71
Si	6.616	9.341	21.709	0.099	0.162	-0.657
Si	9.676	-3.934	21.581	-0.288	-0.213	-0.739
Si	11.954	-1.73	21.742	0.298	0.357	-0.666
Si	15.176	1.591	21.68	-0.207	-0.188	-0.718
Si	12.519	4.37	21.595	-0.154	-0.193	-0.725
Si	14.856	6.516	21.722	0.16	0.271	-0.735
Si	11.849	9.151	21.915	0.388	0.319	-0.646
Si	15.12	-3.942	21.563	-0.235	-0.239	-0.656
Si	16.242	4.436	31.152	-0.091	-0.079	0.132
Si	19.834	-2.43	29.005	-0.022	-0.034	0.02
Si	16.883	4.726	28.193	-0.001	-0.093	0.009
Si	9.561	1.13	30.505	-0.103	-0.019	0.125
Si	17.407	2.017	26.701	-0.023	-0.016	-0.108
Si	7.976	11.225	23.835	-0.067	-0.114	-0.044
Si	15.016	-3.97	24.486	-0.06	0.013	-0.057
Si	12.046	1.862	28.672	-0.055	0.088	0.07
Si	15.887	9.272	28.5	0.109	0.086	-0.149
Si	10.799	1.58	24.541	0.031	0.019	-0.058
Si	17.708	3.901	24.671	0.102	-0.071	-0.081
Si	12.41	3.828	24.582	-0.014	0.043	0.031
Si	6.273	1.826	25.767	-0.081	0.056	0.064
Si	20.36	9.657	25.469	0.063	0.017	0.088
Si	16.176	6.531	24.591	0.035	-0.01	-0.169
Si	17.272	-3.076	30.316	-0.083	0.065	0.11
Si	11.355	9.107	24.892	0.04	0.034	-0.191
Si	5.785	5.667	27.754	0.011	0.038	0.007
Si	20.183	-2.096	25.971	-0.024	-0.009	-0.062
Si	18.477	8.119	23.698	0.071	-0.06	-0.128
Si	17.382	-2.166	24.733	-0.031	0.126	-0.128
Si	12.114	-3.106	30.316	0.09	-0.083	0.11
Si	20.571	-5.117	30.184	-0.1	-0.065	0.062
Si	18.907	9.653	28.027	0.028	0.036	0.027
Si	5.279	-4.121	24.322	-0.093	-0.053	-0.079
Si	14.297	-4.868	27.153	-0.051	0.061	-0.028
Si	7.759	5.672	23.983	-0.017	0.054	-0.083
Si	13.956	2.241	31.031	-0.053	-0.021	0.12
Si	9.816	-2.549	28.302	-0.023	-0.136	-0.146
Si	19.981	2.961	26.34	-0.053	-0.037	-0.06
Si	11.209	10.335	30.972	0.022	0.009	0.023
Si	11.411	-4.398	26.366	-0.048	0.135	-0.007
Si	16.552	10.318	31.197	0.082	0.106	0.123
Si	5.177	-0.196	23.96	-0.003	-0.086	-0.141
Si	9.2	8.858	28.956	0.077	0.028	0.164
Si	5.328	2.194	28.511	0.003	0.005	0.022
Si	7.494	3.52	30.451	0.019	-0.069	0.057
Si	21.163	-0.135	30.269	0.14	0.036	0.153
Si	12.565	-2.246	24.731	-0.139	-0.081	-0.177
Si	15.519	-0.287	26.539	-0.024	-0.091	-0.045
Si	19.323	6.514	28.083	0.051	-0.029	0.12
Si	13.804	1.337	24.418	0.012	0.102	0.009
Si	6.298	7.657	25.784	0.008	-0.126	-0.009
Si	14.801	-2.396	28.744	0.01	-0.021	-0.005
Si	8.788	9.439	25.887	0.069	-0.043	0.087
Si	12.23	6.39	26.29	-0.101	-0.037	-0.062
Si	9.377	5.943	30.173	0.032	0.034	0.141
Si	11.179	-0.262	26.687	-0.065	-0.037	0.027
Si	10.648	4.489	28.017	0.05	-0.015	-0.009
Si	21.11	6.481	30.306	-0.012	0.057	0.154
Si	8.057	4.028	26.419	0.04	0.102	0.034
Si	14.916	6.65	27.267	0.04	0.036	0.04
Si	6.507	9.128	30.399	-0.002	-0.129	0.127
Si	7.653	-1.319	29.966	0.079	-0.136	0.124
Si	1.373	14.988	5.433	0.005	0.012	0.014
Si	4.038	1.351	5.459	-0.017	0.004	0.015
Si	1.344	4.083	5.423	0.005	0.006	0.013
Si	4.073	6.807	5.43	-0.009	0.013	0.011
Si	1.357	9.5	5.44	0.015	-0.005	0.014
Si	4.082	12.247	5.483	0.003	-0.007	0.021
Si	6.807	14.939	5.476	0.004	-0.005	0.005
Si	9.522	1.37	5.474	-0.01	0.003	0.017
Si	6.802	4.073	5.464	-0.004	-0.007	0.012
Si	9.536	6.813	5.443	-0.002	-0.005	0
Si	6.818	9.512	5.425	0.006	0.004	0
Si	9.529	12.218	5.444	0.011	0.001	0.009
Si	12.245	14.954	5.444	0.005	-0.006	0.002
Si	14.959	1.391	5.444	0.001	0.002	0.015
Si	12.258	4.086	5.415	-0.017	-0.017	0.012
Si	14.951	6.797	5.407	0.002	0.009	0.009
Si	12.239	9.513	5.427	-0.006	-0.012	0.001
Si	14.959	12.244	5.434	0.002	0.001	0.009
Si	2.708	0	6.834	-0.001	0.001	0.004
Si	5.425	2.712	6.803	0.002	0	-0.002
Si	2.708	5.444	6.785	0.001	0.007	0.005
Si	5.444	8.162	6.788	-0.005	-0.005	-0.002
Si	2.716	10.864	6.806	0.002	-0.01	0.001
Si	5.443	13.597	6.84	-0.004	0.003	0.003
Si	8.159	0.001	6.819	-0.002	0.001	0.002
Si	10.905	2.73	6.799	0.007	-0.005	0.003
Si	8.17	5.446	6.8	0.003	-0.001	0
Si	10.887	8.166	6.807	-0.002	0.004	0.008
Si	8.168	10.864	6.804	0.002	-0.006	0.002
Si	10.881	13.595	6.8	-0.008	-0.001	-0.001
Si	13.604	0.008	6.793	0.003	0.004	0.002
Si	16.321	2.732	6.808	-0.002	-0.011	0.004
Si	13.6	5.449	6.788	-0.003	0.007	-0.007
Si	16.308	8.148	6.789	0.004	0.01	0.002
Si	13.604	10.873	6.789	-0.001	-0.002	0
Si	16.321	13.615	6.783	0.001	0.004	-0.003
Si	17.668	1.367	8.176	0.002	-0.01	0.004
Si	4.069	4.085	8.153	-0.012	-0.012	-0.009
Si	17.674	6.799	8.155	0.001	0.002	-0.007
Si	4.086	9.515	8.161	-0.001	0.008	0.003
Si	17.673	12.241	8.15	0.007	-0.003	-0.017
Si	4.08	-1.356	8.184	0.011	0.01	-0.003
Si	6.794	1.362	8.167	-0.002	-0.004	0
Si	9.536	4.087	8.156	0.008	0.007	-0.005
Si	6.8	6.801	8.154	0	0.007	-0.006
Si	9.525	9.515	8.17	-0.005	-0.001	0
Si	6.809	12.225	8.172	-0.011	0.001	-0.006
Si	9.524	-1.365	8.165	-0.005	-0.002	-0.001
Si	12.246	1.359	8.162	-0.01	-0.002	-0.004
Si	14.956	4.091	8.158	0.004	-0.003	-0.006
Si	12.246	6.802	8.16	0.003	0.004	0.002
Si	14.959	9.514	8.153	-0.004	-0.013	-0.003
Si	12.245	12.235	8.153	-0.001	0	-0.004
Si	14.964	-1.352	8.153	0.005	0.004	-0.002
Si	16.313	0	9.527	0.003	0.012	0.003
Si	2.715	2.73	9.521	0.002	-0.006	-0.004
Si	16.315	5.444	9.521	0.005	0.006	-0.001
Si	2.719	8.156	9.514	0.001	-0.002	-0.002
Si	16.316	10.88	9.513	-0.004	0.001	-0.009
Si	2.711	13.595	9.523	0.003	-0.004	-0.006
Si	5.442	0.005	9.533	-0.009	-0.002	0.005
Si	8.169	2.725	9.513	-0.001	-0.001	-0.005
Si	5.438	5.44	9.513	-0.003	0	-0.009
Si	8.158	8.156	9.521	0.002	0.002	0.001
Si	5.44	10.876	9.527	0.008	-0.005	-0.001
Si	8.166	13.595	9.524	-0.006	-0.003	-0.006
Si	10.883	0.001	9.521	0.003	-0.001	-0.002
Si	13.603	2.722	9.52	0.001	-0.008	-0.005
Si	10.888	5.442	9.522	-0.004	-0.001	-0.002
Si	13.605	8.159	9.52	-0.001	0.005	-0.003
Si	10.887	10.878	9.52	-0.004	-0.001	0
Si	13.6	13.603	9.511	0.005	0	-0.004
Si	17.673	-1.363	10.883	-0.001	0	-0.002
Si	4.077	1.37	10.878	0.002	0.007	-0.001
Si	17.673	4.085	10.881	-0.002	-0.006	-0.001
Si	4.079	6.798	10.877	-0.002	0.002	0.001
Si	17.678	9.518	10.873	0.011	0	-0.003
Si	4.077	12.241	10.882	0.002	-0.003	-0.002
Si	6.805	-1.36	10.881	0.002	0.002	0.002
Si	9.523	1.363	10.879	-0.002	-0.006	-0.004
Si	6.807	4.083	10.871	0.001	-0.003	0.001
Si	9.524	6.799	10.878	-0.002	0	0.003
Si	6.8	9.518	10.882	-0.01	0.007	-0.001
Si	9.529	12.238	10.879	0.001	0.001	0
Si	12.242	-1.358	10.879	-0.01	-0.001	0.001
Si	14.958	1.361	10.885	0.006	-0.009	0.002
Si	12.241	4.075	10.883	0.004	0.002	-0.001
Si	14.957	6.799	10.885	-0.003	0.008	-0.002
Si	12.246	9.517	10.879	0.006	-0.011	-0.004
Si	14.954	12.241	10.873	0	0	0.001
Si	2.715	0.009	12.229	0.011	0.001	0.003
Si	5.448	2.723	12.231	-0.005	-0.009	0.001
Si	2.717	5.442	12.238	0.001	-0.004	0.002
Si	5.438	8.159	12.239	0.007	0.002	0.003
Si	2.717	10.875	12.235	-0.008	-0.002	-0.002
Si	5.439	13.607	12.238	-0.003	0.001	0.007
Si	8.166	0.001	12.24	-0.003	-0.003	0.001
Si	10.884	2.715	12.249	-0.005	-0.002	0.002
Si	8.168	5.438	12.237	0.006	0.009	0.007
Si	10.889	8.154	12.236	0.001	0.016	0
Si	8.166	10.878	12.234	0	-0.009	0.006
Si	10.882	13.6	12.239	0.002	-0.003	0.005
Si	13.6	0.001	12.243	0.007	0.009	0.001
Si	16.316	2.723	12.242	0.001	0	0.001
Si	13.597	5.434	12.244	-0.001	-0.009	0.005
Si	16.318	8.16	12.24	-0.003	-0.005	0
Si	13.597	10.883	12.239	-0.005	0.006	0.002
Si	16.306	13.598	12.241	0.001	-0.007	0.002
Si	17.674	1.359	13.594	-0.001	0.005	0.002
Si	4.085	4.079	13.584	0.009	-0.004	0.004
Si	17.672	6.794	13.601	0.001	0.009	0.005
Si	4.072	9.515	13.599	0.004	-0.001	0
Si	17.671	12.234	13.588	0.012	-0.005	0.002
Si	4.084	-1.334	13.588	-0.012	0	0.008
Si	6.806	1.364	13.596	-0.002	0.001	0.002
Si	9.524	4.078	13.607	-0.004	-0.006	0.008
Si	6.814	6.809	13.59	-0.012	0	0.002
Si	9.536	9.521	13.588	0.008	-0.012	0.002
Si	6.806	12.243	13.586	-0.002	0.001	0.003
Si	9.524	-1.36	13.6	0.006	0.002	0.001
Si	12.25	1.359	13.612	0.003	-0.015	0.009
Si	14.954	4.075	13.607	-0.001	-0.001	0.004
Si	12.231	6.784	13.606	0	0.007	-0.002
Si	14.953	9.52	13.596	0.006	0	0.003
Si	12.237	12.241	13.603	-0.011	0.003	0.006
Si	14.945	-1.367	13.609	0.003	0.002	0.009
Si	16.301	0.009	14.953	0.003	-0.005	0.002
Si	2.732	2.71	14.942	0.001	0	0.006
Si	16.317	5.428	14.965	0	-0.007	-0.01
Si	2.703	8.158	14.962	-0.006	-0.004	-0.002
Si	16.312	10.877	14.958	0.004	0.009	0.003
Si	2.708	-2.698	14.915	-0.001	0.002	-0.01
Si	5.448	0.017	14.968	0.001	0.006	0.001
Si	8.163	2.717	14.962	0.001	-0.007	-0.004
Si	5.446	5.447	14.929	0.007	0.005	-0.001
Si	8.2	8.151	14.948	0.001	0.017	0.001
Si	5.451	10.876	14.936	0.001	0	0.004
Si	8.153	-2.712	14.957	-0.004	-0.005	0
Si	10.901	-0.019	14.961	-0.009	0.006	0.002
Si	13.597	2.727	14.985	0.003	0.005	0.001
Si	10.88	5.425	14.988	-0.001	-0.004	0.005
Si	13.593	8.151	14.948	-0.001	0	-0.003
Si	10.871	10.888	14.962	0	0.002	-0.009
Si	13.584	-2.727	14.98	0.001	-0.002	-0.001
O	7.703	9.305	29.344	-0.18	0.515	-0.147
O	11.614	-3.535	24.998	-0.175	-0.213	-0.573
O	16.199	-2.773	21.882	0.029	-0.146	0.243
O	18.21	4.008	23.136	0.452	0.419	0.102
O	7.075	4.481	23.14	-0.074	-0.441	0.315
O	9.23	11.771	23.008	0.374	0.076	0.285
O	17.189	3.211	27.772	0.159	-0.088	0.429
O	6.185	-0.752	29.597	0.084	0.076	-0.339
O	16.569	-3.547	24.513	0.355	-0.33	0.114
O	10.388	9.637	29.757	0.275	0.016	-0.172
O	8.115	-0.019	22.198	-0.029	-0.174	0.452
O	6.824	-3.967	23.885	0.224	0.603	-0.103
O	6.555	6.99	27.236	0.504	0.364	0.247
O	8.297	1.958	33.166	-0.179	-0.033	-0.027
O	18.279	-2.848	29.077	-0.2	-0.17	-0.406
O	10.815	1.391	29.569	-0.105	-0.151	0.092
O	16.263	2.737	22.085	-0.167	0.02	0.183
O	19.241	7.521	32.809	0.036	-0.136	-0.302
O	18.968	10.884	21.99	-0.284	-0.077	0.206
O	10.569	5.052	29.536	0.337	-0.151	0.181
O	11.087	4.62	32.806	0.02	-0.114	-0.304
O	5.459	2.732	22.113	-0.046	0.098	0.466
O	6.468	2.917	29.377	0.003	0.049	-0.167
O	8.834	6.399	23.026	0.161	0.201	0.392
O	5.438	8.298	22.193	0.147	-0.125	0.352
O	19.567	7.12	23.001	-0.165	-0.464	0.188
O	5.06	10.668	24.758	0.26	-0.155	0.009
O	6.729	3.59	31.881	-0.456	0.305	-0.192
O	20.025	-1.254	30.094	-0.437	-0.052	0.45
O	12.062	-2.284	31.722	-0.277	0.408	-0.215
O	17.442	3.752	31.97	0.06	0.043	-0.282
O	20.099	-4.783	31.713	-0.583	0.176	-0.223
O	8.467	-3.636	32.876	-0.028	-0.145	-0.431
O	10.75	7.961	22.104	-0.095	-0.075	0.292
O	9.816	1.67	23.267	-0.118	0.331	0.226
O	13.392	1.846	29.572	0.328	-0.242	-0.347
O	12.692	5.281	25.196	0.349	-0.042	-0.023
O	13.818	7.472	32.703	-0.059	-0.091	-0.48
O	19.047	4.073	25.6	0.311	0.575	0.274
O	18.706	-2.564	25.546	-0.16	-0.176	0.17
O	14.845	-1.114	27.757	-0.392	0.36	0.241
O	11.789	3.338	28.043	0.498	0.201	-0.316
O	13.902	-3.551	32.89	0.161	-0.049	-0.314
O	10.125	0.643	31.943	0.369	-0.436	-0.175
O	10.954	5.738	27.029	-0.297	0.387	0.033
O	12.249	0.991	24.086	-0.036	-0.516	-0.456
O	17.899	-2.501	31.696	0.218	0.037	-0.234
O	9.215	3.882	27.532	-0.211	-0.192	0.241
O	17.297	9.873	27.948	0.075	0.12	-0.236
O	9.775	8.734	24.799	-0.238	-0.385	-0.378
O	4.322	-3.743	23.074	0.002	0.277	-0.001
O	21.082	5.954	31.826	0.254	-0.282	-0.019
O	11.339	10.379	25.898	0.119	-0.014	0.102
O	6.588	6.645	24.547	-0.409	0.106	-0.264
O	15.174	7.044	25.725	-0.516	0.263	-0.344
O	16.525	4.98	24.837	-0.254	-0.159	0.177
O	17.799	-1.441	23.328	0.498	0.332	-0.005
O	17.022	2.51	25.186	-0.357	-0.186	-0.227
O	6.356	0.645	24.686	0.554	-0.045	-0.026
O	8.284	-2.396	28.893	-0.188	-0.278	-0.387
O	12.079	9.548	23.499	0.242	0.477	0.247
O	12.462	-1.558	23.278	0.125	0.425	0.322
O	15.888	-2.328	29.945	-0.28	0.222	0.217
O	15.488	6.851	23.176	0.062	0.135	0.01
O	16.883	4.913	29.778	0.081	0.47	0.013
O	19.274	1.984	32.663	-0.015	0.164	-0.283
O	20.605	3.258	27.831	-0.079	0.283	0.301
O	20.8	1.209	29.459	-0.449	0.299	-0.125
O	21.862	10.143	33.045	-0.086	0.001	-0.081
O	12.132	0.767	27.493	0.597	-0.114	-0.25
O	10.724	-2.739	29.609	-0.261	0.122	0.289
O	13.766	2.935	24.747	0.554	0.32	0.21
O	18.003	5.736	27.63	0.088	0.222	-0.577
O	15.169	-3.7	27.849	0.621	-0.122	0.038
O	20.568	-0.787	25.125	-0.072	0.534	0.205
O	7.375	9.935	23.031	0.297	-0.348	0.296
O	6.647	4.471	27.105	-0.268	-0.14	0.291
O	13.353	-2.557	29.441	-0.193	0.004	-0.109
O	15.639	5.716	31.924	-0.128	0.117	-0.217
O	4.174	0.694	23.033	-0.577	0.021	0.429
O	11.957	3.873	23.028	-0.278	-0.097	0.113
O	7.679	2.625	25.706	0.375	-0.411	-0.234
O	14.622	11.794	23.014	-0.408	-0.545	0.078
O	13.675	5.436	22.019	0.012	-0.081	0.172
O	17.112	-4.667	30.5	0.101	-0.028	-0.078
O	16.511	0.8	27.207	0.147	0.136	0.44
O	8.75	2.516	30.554	0.206	0.122	-0.154
O	13.321	6.638	27.459	-0.068	-0.076	0.425
O	10.181	-3.779	27.264	-0.45	-0.363	0.098
O	16.454	-1.185	25.594	-0.029	0.031	0.068
O	10.119	-5.432	32.021	-0.394	-0.263	-0.292
O	12.755	-4.379	27.28	0.044	0.012	0.529
O	4.935	2.685	25.38	-0.172	0.164	-0.539
O	10.744	-2.783	21.955	-0.065	-0.062	0.289
O	5.401	7.971	30.152	-0.32	0.229	-0.055
O	20.574	5.888	27.25	-0.094	-0.074	-0.434
O	15.425	-5.585	32.252	-0.306	-0.039	0.026
O	9.271	7.271	29.262	0.085	-0.114	-0.195
O	10.196	-1.15	27.592	-0.129	0.434	0.232
O	10.229	0.572	25.666	-0.717	0.042	0.095
O	9.6	6.398	31.712	-0.019	0.506	-0.149
O	19.62	6.393	29.679	-0.417	-0.193	0.442
O	7.238	8.759	31.81	0.566	-0.187	-0.134
O	19.155	9.343	24.467	-0.249	0.315	-0.066
O	15.69	7.707	28.193	0.047	-0.347	0.357
O	17.685	9.442	31.933	0	0.122	-0.376
O	14.634	0.973	23.082	-0.049	-0.33	-0.033
O	19.507	10.238	29.418	-0.065	-0.035	0.384
O	12.745	2.809	31.938	-0.45	0.048	-0.354
O	12.202	-1.22	25.902	0.403	-0.059	0.021
O	5.957	-1.294	23.033	-0.155	-0.6	0.425
O	8.539	10.951	25.333	0.177	0.347	0.237
O	14.425	0.488	25.634	-0.176	0.12	0.109
O	12.139	-4.732	30.497	0.517	-0.217	0.083
O	6.025	1.35	27.303	0.152	-0.499	0.129
O	15.452	5.169	27.602	-0.24	-0.545	0.034
O	7.324	8.855	25.737	-0.091	0.234	-0.226
O	12.039	7.799	25.536	0.397	0.083	0.031
O	5.704	10.52	30.284	0.5	0.354	-0.269
O	4.956	-3.214	25.599	0.219	-0.188	0.588
O	14.117	-2.676	24.874	0.145	0.444	0.323
O	5.71	5.545	29.36	0.409	-0.451	0.157
O	15.859	9.386	30.099	-0.362	-0.535	0.263
O	18.998	1.676	26.609	0.062	-0.5	0.243
O	8.071	4.994	30.117	-0.192	0.275	-0.292
O	14.616	10.06	27.888	-0.527	-0.377	-0.093
O	14.629	0.975	31.785	0.153	-0.196	-0.526
O	16.408	-0.698	32.738	0.106	-0.052	-0.253
O	8.646	-0.057	29.941	0.126	0.261	-0.359
O	15.069	3.381	30.865	0.128	-0.103	-0.385
O	7.405	-1.864	31.478	-0.302	0.085	0.001
O	20.221	-1.852	27.556	0.262	0.259	-0.095
O	17.59	7.288	24.73	0.311	0.123	0.389
O	19.734	10.335	26.806	0.232	0.406	-0.089
O	8.524	5.07	25.275	0.734	0.213	0.262
O	20.73	-3.725	29.375	0.333	-0.051	-0.336
O	14.706	11.226	25.599	0.187	-0.65	-0.055
O	21.222	0.256	31.851	0.277	0.037	-0.04
O	4.816	8.266	25.71	-0.388	-0.391	0.059
O	9.354	9.221	27.385	0.181	-0.061	-0.091
O	17.469	8.797	22.62	-0.74	-0.089	0.315
O	19.147	8.08	27.816	0.166	0.015	-0.365
O	11.12	3.037	25.212	-0.395	0.31	0.455
O	12.139	9.253	31.75	0.011	-0.25	-0.296

Results
total energy: -101653.687 eV
total energy less fixed offsets of O -438.35, Si -107.03 eV per atom: -0.487 eV
